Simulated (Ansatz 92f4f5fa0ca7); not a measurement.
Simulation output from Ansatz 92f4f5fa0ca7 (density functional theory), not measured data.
Periodic cell of 400 atoms, Si264O136, from a study of silicon, its oxide and their interface. The atomic structure is a simulated model.
Doubt: the cutoff is far below the 930 eV that the study's wrapper takes by default for these files, so forces and energies are approximate.

Settings
functional: PBE
potential files: Ansatz PAW
basis: plane waves
wave-function cutoff: 580 eV
density cutoff ratio: 5
exchange-correlation grid ratio: 1
k mesh: 1 x 1 x 1, Gamma-centred
self-consistency stop: 5e-08 eV per atom in the density residual
occupations: fixed
spin: none
net charge: 0

Cell vectors (angstrom)
a, 15.4687, 0, 0
b, 0, 12.8259, 0
c, 0, 0, 36.0742

Atoms and the computed forces on them: element, x, y, z (angstrom), force x, y, z (eV/angstrom)
Si, -0.0434, 1.1717, 33.4213, 0.0259, -0.0301, 0.0186
Si, 3.8808, 1.173, 33.4216, 0.0079, -0.0183, 0.0196
Si, 7.7269, 1.1694, 33.4089, 0.011, -0.0178, -0.0204
Si, 11.5997, 1.169, 33.4135, -0.0091, -0.0234, -0.0059
Si, 1.8912, 7.5863, 33.4024, 0.0135, 0.0024, -0.0103
Si, 5.8132, 7.5832, 33.4036, -0.0045, -0.0222, -0.0675
Si, 9.6712, 7.5805, 33.4013, -0.0061, -0.0006, -0.0097
Si, 13.5396, 7.5834, 33.3859, -0.0278, -0.0478, -0.0232
Si, 1.9336, 5.247, 33.8073, -0.0998, 0.1601, 0.029
Si, 5.8008, 5.247, 33.8073, 0.0953, 0.015, -0.0693
Si, 9.6679, 5.247, 33.8073, 0.0717, 0.0607, -0.0394
Si, 13.5351, 5.247, 33.8073, -0.0722, 0.1124, -0.1258
Si, 0, 11.6599, 33.8073, -0.0474, -0.0005, -0.1664
Si, 3.8672, 11.6599, 33.8073, -0.1143, 0.1165, -0.0946
Si, 7.7343, 11.6599, 33.8073, -0.0151, -0.0059, -0.0744
Si, 11.6015, 11.6599, 33.8073, -0.0903, 0.0687, 0.1088
Si, 0, 4.664, 35.044, 0.0261, -0.0443, -0.0391
Si, 3.8672, 4.664, 35.044, 0.0057, -0.0096, -0.0469
Si, 7.7343, 4.664, 35.044, -0.0159, -0.0123, -0.0265
Si, 11.6015, 4.664, 35.044, -0.0264, -0.0029, -0.0223
Si, 1.9336, 11.0769, 35.044, 0.0252, -0.0022, -0.0264
Si, 5.8008, 11.0769, 35.044, 0.0358, -0.0319, -0.0568
Si, 9.6679, 11.0769, 35.044, 0.0279, 0.0066, 0.0074
Si, 13.5351, 11.0769, 35.044, 0.0121, -0.0475, -0.037
Si, 0, 2.332, 35.4562, -0.1617, 0.0523, 0.2302
Si, 3.8672, 2.332, 35.4562, 0.1013, 0.0653, 0.2164
Si, 7.7343, 2.332, 35.4562, -0.0488, 0.0281, 0.1255
Si, 11.6015, 2.332, 35.4562, 0.0135, 0.0435, 0.1529
Si, 1.9336, 8.745, 35.4562, -0.15, 0.0131, 0.0757
Si, 5.8008, 8.745, 35.4562, 0.0722, 0.013, 0.0789
Si, 9.6679, 8.745, 35.4562, 0.0027, 0.0099, 0.0474
Si, 13.5351, 8.745, 35.4562, 0.0553, 0.0055, -0.0271
Si, 1.9336, 1.749, 0.6188, 0.0132, -0.0267, -0.0294
Si, 5.8008, 1.749, 0.6188, 0.0009, 0.0368, 0.0345
Si, 9.6679, 1.749, 0.6188, 0.0071, -0.0112, -0.0069
Si, 13.5351, 1.749, 0.6188, 0.0139, 0.0465, 0.0453
Si, 0, 8.162, 0.6188, 0.0219, 0.0342, 0.0267
Si, 3.8672, 8.162, 0.6188, 0.0192, -0.0214, -0.0411
Si, 7.7343, 8.162, 0.6188, 0.0079, 0.0182, 0.0099
Si, 11.6015, 8.162, 0.6188, -0.0096, -0.013, -0.0212
Si, 0, 5.83, 1.031, -0.0197, 0.0358, 0.0361
Si, 3.8672, 5.83, 1.031, -0.001, -0.0223, -0.0364
Si, 7.7343, 5.83, 1.031, 0.015, 0.0113, 0.0109
Si, 11.6015, 5.83, 1.031, 0.0241, -0.0269, -0.024
Si, 1.9336, 12.2429, 1.031, -0.0177, 0.0128, 0.0244
Si, 5.8008, 12.2429, 1.031, -0.027, -0.0161, -0.0256
Si, 9.6679, 12.2429, 1.031, -0.0292, 0.0098, 0.0173
Si, 13.5351, 12.2429, 1.031, -0.0091, 0.0015, -0.0063
Si, 1.9336, 5.247, 2.2678, 0.1245, -0.0379, -0.1611
Si, 5.8008, 5.247, 2.2678, -0.0253, -0.0257, -0.0888
Si, 9.6679, 5.247, 2.2678, 0.0006, -0.0241, -0.0307
Si, 13.5351, 5.247, 2.2678, -0.1327, -0.0191, -0.1596
Si, 0, 11.6599, 2.2678, -0.0066, -0.0407, -0.0575
Si, 3.8672, 11.6599, 2.2678, 0.1085, -0.0441, -0.1705
Si, 7.7343, 11.6599, 2.2678, -0.0327, -0.049, -0.0744
Si, 11.6015, 11.6599, 2.2678, 0.0561, -0.0472, -0.1456
Si, 1.9336, 2.915, 2.68, -0.0189, 0.0475, 0.0558
Si, 5.8008, 2.915, 2.68, -0.0062, 0.0275, 0.0395
Si, 9.6679, 2.915, 2.68, -0.0057, 0.0374, 0.0377
Si, 13.5351, 2.915, 2.68, -0.0221, -0.0007, 0.0409
Si, 0, 9.328, 2.68, -0.0272, -0.0319, 0.008
Si, 3.8672, 9.328, 2.68, -0.0182, -0.0076, -0.0006
Si, 7.7343, 9.328, 2.68, -0.0133, -0.0128, -0.0125
Si, 11.6015, 9.328, 2.68, 0.0095, -0.0108, 0.0094
Si, 0.2434, -0.0267, 27.1253, 0.2388, 0.5843, -0.1921
Si, 3.3132, 0.4302, 26.9385, 0.0706, 0.0471, 0.1841
Si, 7.911, -0.0308, 26.8355, -0.1234, 0.3148, 0.1826
Si, 11.0703, 0.1955, 26.8009, 0.162, 0.4042, 0.0594
Si, 2.9005, 6.3899, 26.9684, -0.4325, 0.3071, -0.3398
Si, 5.3167, 6.3008, 27.0879, 0.4244, 0.4598, 0.205
Si, 10.07, 6.4489, 26.6776, -0.1768, 0.5405, -0.0227
Si, 13.2596, 6.5065, 26.6007, 0.1633, 0.5178, 0.1551
Si, 2.0355, 4.2376, 27.2814, 0.2597, -0.3139, -0.4824
Si, 5.8263, 4.041, 27.2899, -0.0058, -0.4763, -0.43
Si, 9.6836, 4.122, 26.8686, -0.0334, -0.3113, -0.5892
Si, 13.5719, 4.1062, 27.0044, -0.1577, -0.3393, -0.4789
Si, -0.1937, 10.5211, 27.2365, -0.4499, -0.2523, -0.3152
Si, 3.9215, 10.2441, 27.0902, -0.1163, 0.2991, -0.6569
Si, 7.6607, 10.3902, 27.159, 0.1092, -0.1729, -0.4282
Si, 11.4402, 10.7216, 27.0233, 0.0037, -0.1024, -0.5252
Si, 0.0093, 3.5989, 28.3441, 0.1105, 0.0174, 0.19
Si, 3.8822, 3.443, 28.4973, -0.051, 0.0643, 0.3706
Si, 7.8553, 3.5091, 28.3307, -0.0893, 0.105, 0.1675
Si, 11.5921, 3.5796, 28.2499, -0.011, 0.0767, 0.2377
Si, 1.8538, 9.8626, 28.2433, 0.27, -0.022, 0.3206
Si, 5.7903, 9.817, 28.4411, -0.1408, -0.0464, 0.3064
Si, 9.635, 9.9425, 28.3566, 0.095, -0.0054, 0.2129
Si, 13.3393, 10.0172, 28.3994, -0.0109, -0.0168, 0.2437
Si, 0.0359, 1.292, 29.0314, -0.1292, -0.0919, -0.0157
Si, 3.7327, 1.2104, 29.0869, 0.1484, 0.0182, -0.0477
Si, 7.7409, 1.1749, 28.8881, 0.0098, -0.1339, -0.0517
Si, 11.5162, 1.2983, 28.8704, 0.1017, -0.169, -0.16
Si, 1.9919, 7.598, 28.8038, 0.064, 0.1014, -0.006
Si, 5.7693, 7.5439, 29.0308, 0.1176, -0.2098, 0.0005
Si, 9.7232, 7.6088, 28.7981, -0.0494, -0.2458, -0.1301
Si, 13.4775, 7.6475, 28.7604, 0.0377, -0.257, -0.1663
Si, 1.8655, 0.6173, 30.3062, 0.0273, -0.1335, 0.1165
Si, 5.7816, 0.598, 30.0993, -0.0983, -0.1524, -0.0843
Si, 9.6453, 0.6325, 30.161, 0.0074, -0.0542, -0.0034
Si, 13.4834, 0.6576, 30.0857, -0.1106, -0.0795, -0.0812
Si, -0.0174, 7.0381, 29.9755, 0.0074, -0.029, -0.0065
Si, 3.8221, 7.058, 30.2197, -0.0039, -0.1349, 0.076
Si, 7.7954, 6.9855, 30.0843, 0.0392, -0.0308, -0.0953
Si, 11.6153, 7.0411, 30.0926, -0.0144, -0.0755, -0.0009
Si, -0.0154, 4.7088, 30.4509, -0.0366, 0, 0.06
Si, 3.8648, 4.7017, 30.5368, -0.016, -0.0305, -0.1455
Si, 7.7961, 4.649, 30.4509, -0.0133, -0.0457, 0.0611
Si, 11.5933, 4.688, 30.4225, -0.0424, 0.108, -0.1049
Si, 1.8881, 11.0558, 30.4227, -0.1196, 0.0892, -0.1271
Si, 5.7657, 11.0732, 30.4763, 0.0487, -0.0275, 0.0292
Si, 9.6512, 11.0902, 30.4746, -0.0014, 0.0879, -0.0488
Si, 13.4497, 11.1301, 30.4998, 0.0137, 0.019, -0.0096
Si, 1.9101, 4.1023, 31.7458, 0.0332, 0.0369, -0.1917
Si, 5.8319, 4.092, 31.7296, -0.0033, 0.0169, -0.1879
Si, 9.6984, 4.0885, 31.7393, -0.0488, 0.0176, -0.1735
Si, 13.5205, 4.1092, 31.7144, 0.0353, -0.0045, -0.1962
Si, -0.0408, 10.51, 31.7074, -0.0183, -0.0896, -0.139
Si, 3.8227, 10.5121, 31.7259, 0.0437, 0.0013, -0.0899
Si, 7.7141, 10.4977, 31.7303, -0.0105, -0.0027, -0.1757
Si, 11.5582, 10.5059, 31.7571, 0.0183, 0.0341, -0.092
Si, 1.913, 1.799, 32.2979, -0.0066, -0.1006, -0.0479
Si, 5.8043, 1.7576, 32.1641, -0.0538, 0.0024, -0.0382
Si, 9.6673, 1.7739, 32.2138, -0.0244, -0.0701, -0.0579
Si, 13.5066, 1.7819, 32.1669, -0.0178, -0.0108, -0.0802
Si, -0.0208, 8.1658, 32.0989, 0.0595, 0.0536, -0.0651
Si, 3.8451, 8.2049, 32.2491, -0.045, -0.0223, -0.06
Si, 7.7501, 8.1614, 32.1504, 0.0253, -0.017, -0.0359
Si, 11.5994, 8.1763, 32.1697, 0.0399, -0.0375, -0.0463
Si, 0, 2.332, 3.9167, 0.0004, -0.1569, 0.0035
Si, 3.8672, 2.332, 3.9167, 0.1126, 0.021, 0.1234
Si, 7.7343, 2.332, 3.9167, 0.0115, -0.107, 0.1475
Si, 11.6015, 2.332, 3.9167, -0.0088, -0.0011, 0.1025
Si, 1.9336, 8.745, 3.9167, 0.0996, -0.0833, -0.1127
Si, 5.8008, 8.745, 3.9167, 0.0888, -0.0922, -0.1505
Si, 9.6679, 8.745, 3.9167, -0.0143, -0.1421, -0.0529
Si, 13.5351, 8.745, 3.9167, -0.0052, -0.0039, -0.0854
Si, 1.9625, 6.4069, 4.312, -0.0078, 0.0134, 0.02
Si, 5.8005, 6.4083, 4.3209, 0.0068, 0.0212, 0.0281
Si, 9.6583, 6.4058, 4.329, 0.0029, 0.0428, 0.0333
Si, 13.5057, 6.4085, 4.3101, 0.0216, -0.0015, 0.0252
Si, 0.0154, 12.8207, 4.323, -0.0001, 0.0419, 0.0117
Si, 3.9058, 12.8271, 4.3056, -0.0304, 0.0013, 0.0218
Si, 7.734, 12.8205, 4.3217, 0.0162, 0.0488, 0.0087
Si, 11.617, 12.8251, 4.31, -0.0136, 0.0212, 0.0384
Si, -0.0016, 5.7747, 5.4418, -0.013, 0.0781, 0.0464
Si, 3.8884, 5.8186, 5.5768, 0.0083, 0.0084, 0.0386
Si, 7.7205, 5.7852, 5.5447, -0.0213, 0.0193, 0.0647
Si, 11.5833, 5.8187, 5.5764, -0.0286, -0.028, 0.052
Si, 1.9828, 12.2257, 5.5064, 0.0225, 0.0699, 0.074
Si, 5.8129, 12.2404, 5.5789, 0.0041, 0.0068, 0.0713
Si, 9.6823, 12.2099, 5.5109, 0.0086, 0.0341, 0.0696
Si, 13.5431, 12.2528, 5.5591, -0.003, 0.0059, 0.0078
Si, 0.003, 3.4759, 5.983, 0.0343, -0.0454, 0.1563
Si, 3.9036, 3.4916, 6.0052, -0.0212, 0.0154, 0.1756
Si, 7.7471, 3.4637, 6.0123, -0.009, 0.0241, 0.1556
Si, 11.598, 3.4884, 6.0012, 0.0132, -0.0145, 0.0826
Si, 1.9834, 9.9024, 5.964, 0.0206, -0.0049, 0.1151
Si, 5.8342, 9.8996, 5.9614, -0.0418, 0.0065, 0.1719
Si, 9.6776, 9.8836, 5.9783, 0.0039, -0.0121, 0.1323
Si, 13.5384, 9.9152, 5.9636, -0.0184, 0.02, 0.1744
Si, 1.9547, 2.9244, 7.2403, 0.0142, -0.0065, 0.0332
Si, 5.8297, 2.8956, 7.3151, 0.0042, -0.0323, 0.007
Si, 9.685, 2.8838, 7.2811, -0.0906, -0.0299, 0.1552
Si, 13.5341, 2.9399, 7.2676, -0.0055, 0.0463, -0.0324
Si, 0.03, 9.3197, 7.1509, 0.0525, -0.0484, -0.021
Si, 3.9259, 9.2884, 7.2118, 0.0144, -0.0447, -0.0747
Si, 7.743, 9.265, 7.2123, 0.0664, -0.1344, 0.0281
Si, 11.611, 9.2888, 7.2199, 0.0391, 0.058, 0.007
Si, -0.0155, 6.9751, 7.4263, 0.0069, 0.1126, -0.0134
Si, 3.8812, 6.9432, 7.6695, -0.0344, 0.0283, 0.1071
Si, 7.6859, 6.9204, 7.6113, -0.0413, 0.0331, 0.05
Si, 11.5742, 6.9603, 7.6581, -0.0991, 0.0338, 0.1464
Si, 2.0613, 13.3973, 7.5474, 0.0636, 0.069, -0.035
Si, 5.8329, 13.3769, 7.6744, 0.0118, 0.044, -0.0312
Si, 9.692, 13.3395, 7.5702, 0.0113, 0.0922, -0.0575
Si, 13.5602, 13.4212, 7.6244, 0.0096, -0.0141, 0.1066
Si, 1.8244, 6.4081, 8.7355, 0.1213, 0.1307, 0.0416
Si, 5.8009, 6.2984, 8.9643, -0.0984, 0.2322, 0.1572
Si, 9.5822, 6.3366, 8.8816, 0.0787, 0.1997, 0.0588
Si, 13.6114, 6.4444, 8.7615, -0.0357, 0.22, -0.0185
Si, 0.1236, 12.8173, 8.6815, -0.0519, -0.0083, 0.0519
Si, 3.9197, 12.8024, 8.9386, -0.1077, 0.3228, 0.1853
Si, 7.787, 12.6558, 8.7914, -0.0872, 0.1028, 0.0097
Si, 11.605, 12.7694, 8.8156, -0.0541, 0.082, 0.2501
Si, 1.8691, 4.1186, 9.3325, -0.1347, -0.0014, -0.2103
Si, 5.8373, 3.9871, 9.4792, 0.1019, -0.0756, -0.251
Si, 9.6714, 4.0507, 9.4187, 0.1234, -0.0244, -0.2223
Si, 13.5933, 4.1446, 9.3443, -0.0573, 0.0496, -0.1125
Si, 0.1032, 10.5532, 9.1705, -0.1696, -0.042, -0.225
Si, 3.9698, 10.4375, 9.2755, 0.0283, -0.0788, -0.1949
Si, 7.744, 10.356, 9.3133, 0.0546, -0.0026, -0.2377
Si, 11.614, 10.4348, 9.2916, 0.1005, -0.0508, -0.2188
Si, -0.0368, 3.3101, 10.575, 0.0787, 0.079, 0.4182
Si, 3.7799, 3.6185, 10.5899, -0.0386, 0.5761, 0.4368
Si, 7.8252, 3.2739, 10.6762, -0.0262, 0.297, 0.4562
Si, 11.6905, 3.8441, 10.6917, -0.097, 0.0972, 0.4382
Si, 2.0116, 9.9268, 10.3913, 0.0561, 0.2789, 0.3889
Si, 5.8325, 9.7195, 10.5813, 0.1676, 0.3295, 0.4727
Si, 9.6801, 9.7453, 10.5317, -0.0565, 0.3007, 0.4001
Si, 13.6612, 10.1576, 10.4646, -0.0187, -0.0801, 0.1139
Si, 0.3916, 1.0249, 10.7615, -0.11, -0.5, 0.193
Si, 3.5108, 1.3303, 10.9635, -0.0264, -0.6742, 0.2042
Si, 8.1413, 0.9925, 10.778, -0.0199, -0.5639, 0.2245
Si, 11.3219, 0.818, 11.0131, -0.1012, -0.173, -0.4269
Si, 1.5182, 7.6621, 10.7149, -0.1188, -0.5064, 0.2118
Si, 5.9926, 7.4048, 11.1229, -0.061, -0.4897, 0.0326
Si, 9.1532, 7.4906, 10.9406, 0.3196, -0.3339, -0.0448
Si, 13.943, 7.7952, 10.6897, 0.0918, -0.1005, 0.6385
O, 7.6325, -3.4961, 25.8484, 0.0031, 0.1654, 0.1664
O, -0.971, 0.6205, 26.2486, 0.1609, -0.1061, 0.1702
O, 14.3337, 7.3093, 25.5685, -0.3152, -0.2952, 0.2618
O, 11.978, 0.8865, 25.5815, -0.1775, 0.0371, 0.0789
O, -0.0206, 7.4281, 11.344, -0.0116, 0.278, -0.6227
O, 7.6108, 7.2043, 11.5314, 0.0239, 0.1284, -0.1759
O, 12.1843, 12.629, 11.9808, 0.0254, 0.1367, 0.0448
O, 4.5087, 13.7788, 12.2284, -0.2304, 0.0686, -0.1947
O, 7.1397, 13.2877, 11.9864, 0.1651, -0.0348, -0.3094
O, 14.8471, 13.0687, 11.8384, -0.0169, -0.0584, -0.0257
O, 2.5544, 6.9587, 11.7553, -0.0198, 0.01, -0.0294
O, 5.0531, 6.7757, 12.3938, 0.2647, 0.0924, -0.2803
O, 12.8295, 7.2511, 11.7482, 0.0147, 0.0965, -0.1662
O, 2.3247, 10.8095, 11.8051, -0.068, -0.0104, -0.4066
O, 17.4061, 13.7924, 11.4057, 0.0184, 0.0934, -0.3112
O, 9.7005, 13.5586, 11.3168, 0.1824, 0.0112, -0.0538
O, 9.769, 10.4531, 12.0438, -0.0385, -0.0214, -0.2949
O, 3.6798, 4.5141, 12.0314, 0.0973, -0.2433, -0.3051
O, 7.9708, 3.5684, 12.3504, 0.0329, 0.0588, -0.5828
O, -0.1499, 3.6378, 12.2104, 0.0005, -0.0091, -0.4721
O, 10.1862, 7.0055, 12.1288, -0.1839, 0.0161, 0.0318
O, 11.8572, 15.1592, 11.3539, -0.1273, -0.1245, -0.1479
O, 6.0896, 10.5634, 12.0116, 0.0154, -0.1109, -0.3178
O, 11.7046, 4.8579, 12.0223, 0.0058, -0.1133, -0.2721
O, 9.5092, 3.4354, 25.2954, 0.0185, 0.0969, 0.8151
O, 11.6491, 6.7753, 26.1757, 0.0037, -0.2564, 0.0673
O, -1.9025, 15.8978, 25.6498, -0.0313, 0.3219, 0.3541
O, 6.735, 0.7032, 25.9271, 0.1441, -0.0043, -0.0979
O, 4.1203, 11.8516, 26.8006, -0.1028, 0.0246, 0.1171
O, 4.0959, 1.4747, 25.9712, 0.0884, 0.0761, -0.141
O, 9.014, 7.0689, 25.5501, 0.1859, -0.0878, 0.1126
O, 9.4679, 0.332, 26.3279, -0.0529, -0.0625, 0.0838
O, 2.3853, 6.5549, 25.3538, 0.2032, 0.0133, 0.3699
O, 1.9806, 3.9322, 25.5945, -0.0691, 0.0801, 0.3165
O, 11.273, 10.2942, 25.3751, 0.0475, -0.0424, 0.4831
O, 4.0459, 9.6662, 25.5241, 0.0113, -0.2602, 0.6762
O, 6.3465, 6.9598, 25.9795, -0.2229, -0.0944, 0.0352
O, 14.5699, -2.8648, 25.7998, 0.0765, 0.1023, 0.3754
O, 5.9521, 3.2961, 25.7634, -0.045, 0.1588, 0.3361
O, 17.2144, 0.2868, 26.441, -0.0384, -0.0288, 0.2029
Si, 8.2778, -1.3556, 22.6859, -0.0166, -0.1346, -0.2951
Si, 0.8197, 9.7135, 20.0767, -0.1733, -0.021, -0.0058
Si, 13.1301, 9.6121, 19.863, -0.0365, 0.0568, -0.0972
Si, 10.0713, 13.5566, 14.7716, 0.0092, 0.1512, 0.4128
Si, 9.4053, 11.7466, 17.1289, 0.0385, -0.0279, 0.0702
Si, 1.1878, 6.5601, 20.3253, -0.0388, 0.0085, -0.0622
Si, 12.0567, 5.4369, 22.6351, -0.0617, 0.1555, -0.3861
Si, 3.126, 4.5943, 21.7833, -0.224, -0.0805, -0.1639
Si, 10.2482, 10.5484, 13.5849, -0.051, -0.1018, 0.2348
Si, 10.3571, 14.3612, 21.4282, 0.1002, -0.0175, -0.2737
Si, 1.2039, 14.9351, 18.5204, -0.1554, -0.0077, 0.0714
Si, 7.5635, 7.7837, 25.2974, -0.1211, 0.0104, -0.2769
Si, 7.9236, 9.7063, 15.4962, -0.0332, 0.0658, 0.2507
Si, 13.6758, 11.936, 12.1159, 0.1617, -0.0435, 0.1165
Si, 11.4326, 4.2673, 17.056, 0.0147, 0.0519, 0.0954
Si, 5.9142, 13.5756, 13.0275, 0.0395, 0.107, 0.1219
Si, 2.0573, 4.987, 17.9666, -0.1517, -0.0457, 0.0235
Si, 1.5963, 11.4679, 15.8402, -0.1131, -0.0026, 0.1315
Si, 3.5713, 6.0407, 12.6177, -0.2291, 0.1149, 0.0747
Si, 9.7698, 3.5433, 23.6912, 0.1159, 0.0866, -0.5356
Si, 5.2319, 0.3583, 20.0105, 0.1106, -0.0455, 0.129
Si, 15.0083, 13.0935, 22.8776, 0.2088, -0.0723, -0.4547
Si, 13.4921, 1.4701, 25.3183, 0.0597, -0.2282, -0.1598
Si, 5.6323, 10.6716, 13.57, -0.0017, -0.0759, 0.2535
Si, 0.4978, 8.8583, 14.8103, -0.0991, -0.0372, 0.3178
Si, 2.643, 12.0202, 18.5976, -0.0637, -0.0081, -0.0592
Si, 11.6633, 6.4268, 12.499, 0.0431, 0.0909, -0.0628
Si, 6.7908, 7.2197, 20.2867, 0.157, 0.1405, -0.0235
Si, 12.1913, 8.4012, 22.5476, -0.1519, -0.076, -0.2895
Si, 11.0066, 4.1779, 20.1664, 0.0113, -0.0651, -0.0798
Si, 15.4236, 1.3747, 15.8163, 0.0206, -0.0612, 0.1206
Si, 5.5919, 1.755, 25.3756, -0.1134, -0.0623, -0.2368
Si, -0.9206, 8.7207, 24.7406, 0.0482, 0.0623, -0.4696
Si, 11.8139, 9.5745, 16.9791, 0.0464, 0.0369, 0.2142
Si, 11.0233, 10.7008, 23.815, 0.0566, 0.0074, -0.4032
Si, 12.7794, 2.2966, 15.2174, -0.0206, 0.0015, 0.2778
Si, -0.4133, 5.2038, 22.5283, 0.0672, -0.2406, -0.3521
Si, 7.2965, 7.1361, 17.3589, 0.1175, 0.0249, 0.0585
Si, 6.5318, 8.8848, 22.7708, -0.1319, 0.2023, -0.2396
Si, 0.6858, 2.6283, 21.4103, -0.0299, -0.0667, 0.0694
Si, 8.3446, -0.2246, 19.9932, 0.0485, -0.0988, -0.0224
Si, 16.5071, 10.3759, 23.1934, 0.0719, 0.0989, -0.3297
Si, 4.9966, 5.899, 18.4861, 0.0654, -0.0088, 0.0259
Si, 5.5622, 3.4784, 20.1053, 0.0403, 0.0058, 0.0056
Si, 2.0745, 5.1753, 24.5061, -0.006, -0.0664, -0.1277
Si, 8.1174, 4.5884, 21.34, 0.0424, 0.0912, -0.2336
Si, 4.1419, 10.2839, 24.0126, -0.0176, 0.0273, -0.3697
Si, 5.6577, 12.9017, 23.0649, 0.0081, -0.2744, -0.3413
Si, 8.8598, 4.9893, 15.8497, 0.2009, 0.0088, 0.0805
Si, 11.2154, 6.7646, 15.4822, -0.0951, -0.1286, 0.4129
Si, 1.4696, 5.8819, 14.9916, -0.2631, 0.0743, 0.1788
Si, -0.3258, 3.5766, 13.8161, 0.0484, -0.0001, 0.48
Si, 2.6039, 10.3767, 13.3415, -0.1549, 0.0376, 0.2835
Si, 13.2371, 10.141, 14.4462, 0.1278, -0.1979, 0.4841
Si, 12.5479, -0.7676, 21.6659, 0.0909, 0.0268, -0.2632
Si, 7.8012, 2.8695, 13.8244, -0.0829, -0.1324, 0.3602
O, 7.0475, 3.479, 20.7893, -0.0037, -0.0283, 0.0327
O, 12.4103, 3.0704, 16.6012, 0.0539, -0.0297, -0.0974
O, 15.9508, 2.3424, 14.5834, -0.0661, -0.032, -0.1644
O, 16.2563, 10.0297, 15.944, 0.0368, 0.0106, -0.0772
O, 1.3571, 8.1587, 19.992, 0.0438, -0.0758, -0.0013
O, 14.0667, -0.1784, 21.6117, 0.0158, 0.0301, 0.1675
O, 11.941, 5.7052, 16.488, 0.0212, 0.0536, -0.1309
O, 10.1763, 12.123, 14.0038, 0.0141, -0.0627, -0.1509
O, 0.7059, 1.2517, 22.2899, -0.0466, -0.0236, 0.0793
O, 14.0144, 1.1601, 23.81, -0.2124, 0.2059, 0.3615
O, 4.9409, 11.711, 23.9301, 0.0834, 0.1134, 0.1612
O, 11.5166, 6.9515, 22.7928, -0.0085, -0.0108, 0.1535
O, 6.3422, 2.0886, 13.8907, -0.132, -0.0299, -0.0786
O, 10.9229, 9.3881, 22.8437, -0.0347, -0.001, 0.1529
O, 12.0284, 5.0732, 21.0515, 0.011, 0.0057, 0.0912
O, 2.1551, 3.3077, 21.5162, 0.1164, 0.0309, 0.0864
O, 5.2859, 6.7663, 19.8469, -0.0701, -0.0159, -0.0395
O, 11.4501, 1.5921, 14.6108, 0.0213, -0.0515, -0.2165
O, 6.6704, 8.5523, 21.1905, -0.0242, -0.0243, 0.0951
O, 0.3082, 2.3129, 19.863, 0.0381, 0.0108, -0.0241
O, 3.4283, 5.809, 18.2003, 0.0249, 0.0317, -0.0183
O, 10.6087, 10.6508, 17.1194, 0.0083, 0.0274, -0.0299
O, 0.7927, 10.1781, 21.6153, -0.0087, 0.0236, 0.1765
O, 5.4503, 1.5336, 23.7601, 0.0568, 0.1561, 0.311
O, 4.5664, 4.1905, 21.1825, 0.0082, 0.026, 0.0686
O, 4.9539, 9.1983, 23.0903, 0.0007, -0.002, 0.1532
O, 5.7005, 12.2593, 13.9775, 0.0116, 0.0947, -0.0152
O, 11.1971, 2.6246, 20.5711, -0.0232, -0.041, 0.0734
O, 6.5794, 9.8527, 14.6021, -0.1648, 0.0238, -0.2648
O, 11.2798, 8.2127, 16.2368, -0.0506, -0.0942, -0.1222
O, 9.7789, 13.1328, 16.3329, 0.0185, 0.0053, -0.1587
O, 8.9863, 13.9693, 20.6218, -0.0394, 0.11, 0.0931
O, 2.7159, 11.5696, 17.0226, 0.0839, -0.0021, -0.0112
O, 1.5721, 9.1339, 13.6106, 0.1468, 0.0425, -0.2337
O, 13.5893, 5.4509, 23.1585, 0.0933, 0.0248, 0.2317
O, 2.6316, 10.5254, 23.4614, -0.0038, -0.0089, 0.1244
O, 7.8807, 4.123, 14.8797, -0.0687, -0.0674, -0.1532
O, 9.1228, -0.6409, 18.6484, 0.0132, 0.0135, -0.0286
O, 11.7602, 9.9003, 13.7551, -0.0603, -0.0167, -0.2281
O, 9.9287, 3.937, 16.5003, -0.1028, 0.0136, -0.0584
O, 7.4309, 10.1763, 23.0896, 0.0294, -0.0029, 0.1708
O, 13.8669, -1.3792, 13.6881, 0.0345, 0.2739, -0.3556
O, 11.4447, 4.3903, 18.6481, 0.0343, 0.0394, 0.0452
O, 11.9921, 6.7199, 14.0644, 0.0451, -0.1001, -0.3125
O, 10.0094, 2.1, 22.93, -0.0508, 0.0055, 0.2487
O, 2.5218, 5.9381, 21.0561, 0.0827, 0.0273, 0.0863
O, 12.3995, 9.2184, 18.4568, 0.0099, -0.0391, -0.0287
O, 12.7869, 8.4948, 21.0173, 0.0295, -0.0178, 0.1474
O, 0.2922, 5.0148, 14.2742, -0.0459, -0.0319, -0.1146
O, 7.1699, 7.7259, 23.7078, 0.2002, -0.1087, 0.3999
O, 9.2365, 9.6537, 14.5254, 0.1465, 0.0067, -0.2692
O, 11.3337, 13.0844, 21.4338, -0.0029, 0.0119, 0.0759
O, 15.7228, 11.7845, 23.5826, -0.047, -0.0138, 0.1661
O, 13.5512, 3.3651, 14.2234, 0.057, -0.0096, -0.2337
O, 16.1343, 5.3622, 23.7237, -0.02, 0.0474, 0.1522
O, 2.28, 11.5936, 14.3707, 0.0193, -0.0055, -0.1654
O, 9.6393, -1.2794, 23.5797, -0.0049, 0.0648, 0.2802
O, 0.2168, 14.9574, 17.2343, 0.0151, 0.0468, -0.077
O, 2.2167, 16.2243, 18.3608, 0.0743, 0.0273, -0.049
O, -1.0731, 8.9639, 14.3237, -0.0789, 0.0279, -0.1839
O, -2.0833, 8.7632, 23.5981, 0.1451, 0.0382, 0.3099
O, 1.7213, 5.1163, 16.3973, 0.0286, -0.0266, -0.0899
O, 8.0894, 11.0057, 16.4846, -0.0486, -0.0598, -0.0897
O, 7.6421, 7.5481, 18.9156, -0.0655, -0.0536, 0.0034
O, 8.9064, 1.7203, 14.2045, -0.0008, 0.0255, -0.1791
O, 5.7056, 6.7324, 17.2567, -0.0523, -0.0832, 0.0645
O, 7.2886, 12.7364, 22.9606, -0.0623, 0.0768, 0.1762
O, 8.5275, 4.2766, 22.8942, 0.0029, -0.0246, 0.2251
O, 5.5952, 4.384, 18.7326, -0.0246, -0.0035, -0.0864
O, 7.7498, 8.3305, 16.3616, 0.0092, 0.0875, -0.0783
O, 12.3231, 11.4955, 23.1923, -0.0654, -0.0321, 0.2201
O, 12.9761, 10.2837, 16.0605, 0.0197, 0.0851, -0.2517
O, 15.9642, 9.0137, 23.9415, -0.1078, -0.1403, 0.2242
O, 0.6066, 12.7355, 15.9419, -0.0116, -0.0276, -0.1097
O, 9.7026, 6.2091, 15.1343, -0.0058, 0.0046, -0.081
O, 4.965, 12.8905, 21.5919, 0.0403, 0.0299, 0.1463
O, 2.8797, 5.968, 14.1278, 0.318, 0.0108, -0.3303
O, 4.1561, 12.2577, 19.1885, -0.0155, -0.0218, -0.0308
O, 9.4503, 4.5858, 20.3963, -0.1068, 0.0184, 0.081
O, 8.0497, 5.7305, 17.0348, -0.0544, 0.013, 0.0513
O, -0.428, 3.6717, 21.9664, -0.0391, 0.1098, 0.0793
O, 4.1516, 9.9812, 13.6641, 0.0134, -0.0795, -0.179
O, 1.7896, 10.8025, 19.3153, 0.0766, 0.0601, -0.0125
O, 11.1382, 4.4253, 23.494, -0.0479, -0.075, 0.3004
O, 0.9457, 5.7247, 18.9264, 0.0154, 0.0009, -0.0042
O, 5.0747, 1.9645, 19.7335, 0.0008, 0.0558, -0.0715
O, 14.7339, 9.7451, 19.5416, 0.0897, -0.0145, 0.0187
O, 13.8272, 13.9473, 15.621, 0.0209, 0.0064, -0.0878
O, 7.4882, 6.0789, 21.2076, 0.0025, -0.0819, 0.0296
O, -0.0848, 6.2821, 21.3295, -0.0176, 0.0252, 0.0782
O, 12.4814, 11.0009, 20.4266, 0.0037, 0.0103, 0.0942
O, 6.7613, -0.0687, 19.6325, -0.0568, 0.0375, -0.0264
O, 1.9382, 13.4916, 18.6804, 0.0511, 0.0026, 0.0325
O, 0.8329, 7.3578, 15.3431, 0.0677, -0.02, -0.1138
O, 8.607, -1.414, 21.087, -0.0238, 0.0343, 0.0721
O, 3.2384, 4.8812, 23.3897, 0.0398, 0.0049, 0.1501

Results
free energy: -245176.680 eV
free energy less fixed offsets of O -568.88, Si -635.61 eV per atom: -7.960 eV

The program warned: the cutoff lies below the one the program advises for these potential files; the forces do not sum to zero within the program's tolerance; the exchange-correlation potential is rough where the density is thin.
